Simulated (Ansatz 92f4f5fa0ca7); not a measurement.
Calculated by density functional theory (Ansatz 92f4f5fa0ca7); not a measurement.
Periodic cell of 171 atoms, Si99O72, from a study of silicon, its oxide and their interface. The atomic structure is a simulated model.

Settings: functional r2SCAN; potential files Ansatz norm-conserving; basis plane waves; wave-function cutoff 1300 eV; density cutoff ratio 4; exchange-correlation grid ratio 1; k mesh 2 x 2 x 1, shifted by 0.5 0.5 0.5 of a step; self-consistency stop 5e-08 eV per atom in the density residual; occupations Fermi-Dirac, 0.05 eV; spin none; net charge 0.

Cell vectors (angstrom)
a 11.5403 0 0
b 0 11.5403 0
c 1.1979 4.8547 25.1949

Atoms and the computed forces on them: element, x, y, z (angstrom), force x, y, z (eV/angstrom)
Si 1.8963 1.795 1.1281 0.0732 -0.1241 -1.026
Si 1.8489 4.7445 0.4465 0.1579 -0.6575 -0.6747
Si 2.0052 10.3617 0.612 0.0676 0.4239 -0.7414
Si 5.7067 1.6366 1.0491 -0.0585 -0.058 -0.9525
Si 5.6876 4.6374 0.5396 -0.0572 -0.2984 -0.6601
Si 5.7058 10.1917 0.4469 -0.1391 0.5219 -0.6391
Si 9.5881 1.8022 0.6637 -0.0452 0.0259 -0.5001
Si 9.1944 4.9099 0.1774 -0.2987 -0.3077 0.0974
Si 10.0293 10.2716 0.008 0.6342 0.3563 0.0307
Si 3.8215 1.7275 2.3669 -0.0509 -0.0401 -0.3014
Si 3.7428 5.3726 1.765 0.1162 -0.082 -0.2425
Si 3.8788 9.6342 1.8587 -0.1175 0.0488 -0.2406
Si 7.751 1.6437 2.1135 0.0018 0.1609 -0.2201
Si 7.5865 5.3086 1.8493 -0.1287 -0.0093 -0.304
Si 7.8577 9.5393 1.3836 -0.2963 0.1745 -0.2119
Si 11.3929 1.8162 2.1595 0.0719 -0.0933 -0.1843
Si 11.331 5.482 1.4905 0.0816 -0.1353 -0.2467
Si 11.5722 9.7023 1.7654 0.1666 0.0558 -0.3555
Si 3.7948 3.7201 3.4542 0.0513 0.0437 0.3338
Si 3.7874 7.4975 2.9477 0.0415 0.0039 -0.0331
Si 3.7966 11.2943 3.4928 -0.0652 -0.0145 0.3505
Si 7.6924 3.5854 3.3912 -0.0085 0.0922 0.204
Si 7.6768 7.5266 2.8596 0.0656 -0.1048 -0.1762
Si 7.7554 11.1692 3.2198 0.0703 -0.1358 0.0194
Si 11.4127 3.8095 3.2784 0.024 0.1408 0.0673
Si 11.507 7.5345 2.8638 -0.0479 0.1087 -0.1895
Si 11.4677 11.3815 3.374 -0.0433 -0.1285 0.1788
Si 1.7967 3.7001 4.6871 0.0501 0.0593 -0.0197
Si 1.8627 7.5328 4.3682 0.0246 0.0009 0.1584
Si 1.8286 11.3625 4.7633 0.0605 -0.097 -0.0366
Si 5.7639 3.6315 4.7153 0.0703 0.2016 -0.1144
Si 5.7375 7.5137 4.3035 -0.0689 -0.0102 -0.0506
Si 5.8204 11.2975 4.6239 -0.0633 -0.1528 -0.0333
Si 9.5936 3.6666 4.7278 -0.2049 0.1045 -0.0081
Si 9.6094 7.5419 4.3022 0.0018 -0.0353 -0.0365
Si 9.5739 11.2715 4.6985 0.1755 -0.0409 -0.054
Si 1.7586 1.7573 6.0909 -0.0173 0.0221 0.1775
Si 1.9022 5.6924 5.8891 -0.0163 0.0018 0.0565
Si 1.882 9.3705 5.9756 -0.143 -0.0007 -0.0028
Si 5.8177 1.674 5.9994 -0.0751 0.0278 0.0664
Si 5.7487 5.6753 5.8167 0.2365 0.02 0.2221
Si 5.7037 9.3259 5.8379 0.0369 0.0346 0.12
Si 9.5604 1.6754 6.0231 0.105 -0.2104 -0.0513
Si 9.6576 5.722 5.8142 -0.0672 -0.0295 0.122
Si 9.6167 9.3033 5.9354 -0.0091 0.0749 -0.0386
Si 3.8347 1.7554 7.2442 -0.1515 -0.0478 0.0157
Si 3.8447 5.6862 7.2571 0.1256 0.0146 -0.154
Si 3.8553 9.39 7.3307 0.0412 0.0437 0.1286
Si 7.6966 1.5505 7.4212 -0.0443 -0.0202 0.2746
Si 7.7203 5.6883 7.0985 -0.3212 0.1206 -0.3926
Si 7.6064 9.3432 7.1785 0.0383 -0.0778 -0.1661
Si 11.3363 1.75 7.5421 0.1251 -0.0929 0.0773
Si 11.5416 5.6767 7.257 -0.0668 -0.0864 -0.1642
Si 11.51 9.3858 7.3755 0.0118 0.0521 0.0355
Si 3.8104 3.7006 8.5481 -0.0961 0.1429 0.3199
Si 3.9429 7.4932 8.7869 0.0664 -0.0511 0.2078
Si 3.8263 11.4178 8.6281 -0.1691 -0.1878 0.2813
Si 7.8275 3.7196 8.2997 0.0163 -0.0092 -0.0403
Si 7.6687 7.5195 8.547 0.0656 -0.0906 0.3315
Si 7.4917 10.9928 8.8056 -0.1343 -0.1005 0.2829
Si 11.4327 3.8559 8.7608 -0.008 0.0501 0.3034
Si 11.6251 7.4687 8.7083 0.0265 0.0664 0.3248
Si 11.2465 11.2483 8.8807 0.1594 -0.055 0.2225
Si 1.9096 3.4726 10.0126 -0.0879 -0.635 -0.0923
Si 2.0147 7.4293 10.1144 -0.156 0.325 0.2439
Si 1.8098 11.7855 9.8159 -0.0033 0.468 -0.0667
Si 5.9057 3.8442 9.5171 0.5455 0.0959 0.2979
Si 5.9454 7.021 10.1034 0.0933 -0.5425 0.4785
Si 5.4448 10.839 10.3707 -0.2371 0.7806 -0.128
Si 9.4275 4.4094 9.9375 0.0107 0.0383 0.6151
Si 9.5851 7.4865 9.8125 0.0464 -0.0204 0.4913
Si 9.2811 10.5252 10.3029 0.0645 -0.2635 0.3647
Si 7.8009 0.0289 15.4996 -0.0783 -0.1014 -0.0626
Si 6.5963 13.876 17.2772 -0.2232 -0.0006 -0.0294
Si 2.5713 7.5418 16.7839 0.0643 -0.1087 -0.0829
Si 2.8409 5.1145 12.1651 -0.1011 -0.1174 0.3009
Si 3.4516 10.2483 16.9018 0.294 -0.1565 -0.0521
Si 8.8777 6.7157 17.3719 -0.1567 0.1749 -0.1919
Si 11.1034 9.9473 18.8608 0.0897 -0.0065 0.0827
Si 5.7925 5.5912 12.5977 -0.0458 0.1816 0.2528
Si -2.7588 13.5985 19.2231 -0.116 -0.1191 0.0996
Si 8.8301 10.8144 20.4016 -0.1256 -0.0779 0.1031
Si 3.1297 9.0072 14.5012 0.1611 -0.039 -0.2018
Si 8.8667 4.1709 16.3812 -0.1468 -0.1011 -0.2139
Si 9.8544 4.8125 19.0216 -0.0489 -0.1187 0.0025
Si 13.5527 13.9359 23.4333 0.1955 -0.0013 -0.0125
Si 1.2154 0.5283 17.3028 0.0244 0.0515 -0.1477
Si 3.899 6.279 14.5457 0.0639 0.1989 0.1313
Si 6.0822 13.1016 23.3623 -0.1227 0.3522 -0.047
Si 8.1953 10.8561 23.3568 -0.2718 -0.1351 0.2299
Si 7.5248 11.8679 12.5226 0.0884 -0.1349 0.1049
Si 2.789 9.9539 11.7045 -0.2052 0.164 0.1517
Si 8.3671 9.6118 17.7222 -0.2191 0.0356 -0.0822
Si -1.4544 13.1693 16.3043 0.0188 -0.0953 -0.2329
Si 3.9077 12.8954 18.1785 0.201 0.072 0.2536
Si 3.9113 13.123 21.3433 -0.0107 -0.0603 -0.1305
Si 7.5403 3.2251 11.8901 -0.1079 0.1583 -0.091
Si 11.6308 6.9946 18.413 0.2497 0.0553 -0.1987
Si 15.064 11.5363 23.5072 0.0099 -0.2119 -0.2126
O 5.3697 13.5779 21.9593 -0.12 -0.2867 0.2504
O 7.3473 3.6921 16.7744 0.2707 -0.0955 0.0152
O 8.6274 5.885 18.7884 0.4052 -0.0862 -0.2771
O 5.6376 3.0129 0.1423 0.0437 0.5094 0.7209
O 1.9874 9.8309 -0.9401 -0.2611 -0.1825 0.2987
O 3.9219 7.7597 13.8429 -0.2063 -0.1297 0.1918
O 4.4392 4.9768 11.8618 -0.0295 0.1482 0.2835
O 5.6887 0.2891 0.0787 0.0708 -0.4459 0.7735
O 1.9759 11.9791 0.2016 -0.0499 -0.4529 0.7977
O 0.5532 -0.3395 18.5275 -0.1189 -0.0596 -0.1481
O 5.2552 9.5784 -1.0034 0.0625 -0.2336 0.3503
O 10.3527 10.2625 20.2632 -0.1993 0.0858 -0.3549
O 13.7029 12.3696 23.9153 0.1635 0.1517 -0.1816
O 9.3861 3.2535 -0.1982 0.1214 0.3645 0.4527
O -2.645 12.446 20.3514 -0.0023 -0.1146 -0.2209
O 10.8527 9.6537 -1.3756 -0.2755 0.2019 0.4764
O 9.3957 3.4702 19.8545 -0.0132 0.0808 -0.3537
O 7.3552 11.173 13.9886 0.1611 0.2662 -0.1357
O 1.8882 3.1098 0.1371 -0.0638 0.5587 0.717
O -1.9839 13.1369 17.8573 -0.0033 0.104 0.0461
O 6.1804 11.6211 11.6296 -0.1358 -0.3699 -0.244
O 2.1241 6.2766 11.2802 0.1889 0.1855 -0.1811
O 1.8832 8.8465 10.9384 0.348 -0.1492 0.0518
O 4.1364 9.8848 15.4578 -0.4676 -0.1205 0.166
O 6.1566 5.4086 9.918 -0.346 -0.0008 0.1327
O 7.5321 12.3517 23.2501 0.0384 -0.1616 -0.042
O 7.06 4.5809 12.6577 -0.0586 -0.2389 -0.2888
O 6.3506 2.8996 10.8069 -0.0332 0.2011 -0.0308
O 6.0826 7.0202 11.8036 -0.1504 -0.1348 -0.6989
O 4.2724 11.323 17.8113 -0.348 0.1157 -0.1619
O 7.6021 10.3122 16.4932 0.2172 0.1873 0.0823
O 9.0199 3.4603 11.2346 -0.2708 0.2818 -0.1836
O 9.4838 8.9001 10.7381 -0.0196 0.3764 -0.6135
O 2.5759 9.901 13.3042 0.2393 -0.2244 -0.2124
O 2.1141 11.3826 11.3695 0.2207 -0.4218 -0.2175
O 7.9036 10.1906 19.1893 0.4189 0.0529 -0.0331
O 9.3813 0.4242 15.4769 -0.1637 0.1762 0.2177
O 7.2061 13.641 18.7795 0.28 0.041 -0.1669
O 4.9687 13.8943 17.4353 0.063 -0.1945 0.0437
O 9.4559 5.98 10.5635 -0.0127 -0.1738 -0.6264
O 8.6086 5.7603 16.0467 0.1633 -0.1138 0.508
O 1.9604 8.3118 15.4455 0.4453 -0.0027 0.2251
O 3.6269 6.4407 16.1476 -0.2127 0.2519 -0.1852
O 15.2005 11.5781 21.8747 0.0436 0.574 0.4281
O 2.7325 5.3887 13.7828 0.3684 0.1713 -0.3611
O 11.8053 8.4833 19.0759 -0.2097 -0.0057 -0.1989
O 2.0924 3.7699 11.6403 0.1491 0.3256 -0.5114
O 8.2782 10.3142 21.8324 0.1502 0.2339 0.0532
O 13.0508 6.7045 17.6645 -0.2421 0.1938 0.1234
O -1.9568 14.5295 15.4894 -0.0859 0.0135 0.3927
O 8.8399 11.3092 11.7068 -0.1015 -0.1684 -0.2756
O 9.9819 9.8685 17.6686 -0.0033 -0.0686 0.2366
O 3.252 8.78 17.6412 -0.2002 0.098 -0.2838
O 7.0753 10.0502 24.2001 0.178 0.1175 0.2838
O 7.9848 8.0474 17.4903 0.3437 -0.0362 0.0634
O 4.9195 12.1924 24.1068 -0.0403 -0.0161 -0.146
O 9.8167 11.9334 -0.2466 -0.1573 -0.4693 0.3332
O 9.6654 10.6593 24.1161 0.2021 -0.3657 0.0819
O 2.0382 10.9497 16.4607 0.0659 0.0769 0.2494
O 4.3441 9.8341 11.1598 0.3058 0.1459 0.0409
O 1.7694 1.8641 9.939 -0.1097 -0.1349 0.0098
O 5.3803 5.7213 14.188 -0.1938 0.0654 -0.4939
O 14.8468 10.0597 24.0726 -0.0334 0.3147 0.5498
O 10.0593 4.2219 17.5185 -0.1726 0.16 0.1998
O 6.9083 12.7662 16.1356 0.1788 -0.0611 0.0809
O 0.1419 1.3352 16.3864 -0.1129 -0.1015 0.2419
O 4.0385 13.1699 19.7581 -0.0697 -0.0796 -0.0773
O 11.1905 5.7231 19.4014 -0.2629 0.091 -0.2949
O 10.4584 7.1127 17.2945 -0.0926 -0.1234 0.283
O 7.6732 13.4594 12.8274 -0.0788 -0.0625 -0.1485
O 2.3398 1.6088 17.8052 -0.0256 -0.3074 -0.099
O 14.1372 13.9912 21.8805 0.0421 -0.2349 0.3147

Results
free energy: -45068.795 eV
free energy less fixed offsets of O -463.61, Si -117.95 eV per atom: -11.825 eV
pressure: -1.78 GPa
stress xx, yy, zz, yz, xz, xy (GPa, positive in tension): 1.89, 1.76, 1.68, -0.07, 0.05, 0.06
